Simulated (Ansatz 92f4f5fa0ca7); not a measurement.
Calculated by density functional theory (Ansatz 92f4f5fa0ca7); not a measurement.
Periodic cell of 226 atoms, Si133O92As1, from a study of silicon, its oxide and their interface. The atomic structure is a simulated model.
Doubt: the cutoff is far below the 930 eV that the study's wrapper takes by default for these files, so forces and energies are approximate.
This geometry differs little from another in the collection (a relaxation step or a small displacement).

Settings
functional: PBE
potential files: Ansatz PAW
basis: plane waves
wave-function cutoff: 580 eV
density cutoff ratio: 5
exchange-correlation grid ratio: 1
k mesh: 1 x 1 x 1, Gamma-centred
self-consistency stop: 5e-08 eV per atom in the density residual
occupations: fixed
spin: none
net charge: +1 e, with a uniform compensating background and no finite-size correction

Cell vectors (angstrom)
a	10.938	0	0
b	0	10.938	0
c	0	0	31.9494

Atoms and the computed forces on them: element, x, y, z (angstrom), force x, y, z (eV/angstrom)
Si	10.6264	-0.0007	24.3998	0.003	-0.0051	-0.0033
Si	5.0719	0.1145	24.6537	0.004	-0.0067	-0.0129
Si	2.8176	2.2844	24.5198	-0.0075	0.0038	-0.0137
Si	8.5727	2.4393	24.5406	-0.0025	-0.0013	-0.0077
Si	10.7155	5.5889	24.3212	0.0019	0.0028	-0.0069
Si	5.156	5.6131	24.4259	-0.0041	-0.0002	-0.0007
Si	2.9873	7.9584	24.3909	-0.0039	-0.0032	-0.0054
Si	8.4207	7.8335	24.4037	0.005	0.0038	0.0035
Si	1.2888	1.1261	25.8306	-0.0035	0.0002	-0.0013
Si	6.8284	1.3198	25.7219	0.0047	-0.0025	0.0014
Si	3.977	4.0204	25.7169	-0.0058	0.0102	0.0025
Si	9.7008	4.0075	25.8411	0.0019	-0.0003	0.0021
Si	1.3407	6.7957	25.657	0.0005	0.0004	0.0001
Si	6.7912	6.7275	25.7375	-0.0013	0.0009	0.003
Si	3.9978	9.4624	25.9506	0.0026	-0.0033	-0.0002
Si	9.4827	9.4431	25.7884	-0.0025	-0.0008	-0.0023
Si	2.6307	-0.138	27.2806	-0.0033	-0.0011	0.0036
Si	8.1378	-0.0743	27.1392	-0.0002	-0.0012	-0.0026
Si	0.086	2.6498	27.2112	0.0008	0.0012	0.0017
Si	5.4181	2.681	27.0676	0.0088	0.0076	0.0033
Si	2.6582	5.4149	27.1039	0.0034	-0.0041	-0.0058
Si	8.2242	5.3995	27.0909	-0.0038	0.0009	0.0005
Si	0.0078	8.149	27.1169	0	-0.0006	-0.0026
Si	5.511	8.1441	27.1794	0.0022	-0.0041	0.0013
Si	4.0761	1.3157	28.5092	-0.0031	-0.0024	0.0048
Si	9.5511	1.3046	28.4925	-0.0014	0.001	0.0004
Si	1.3892	4.0655	28.5661	-0.0041	0.0001	-0.0042
As	6.8068	4.0579	28.5305	-0.0036	-0.0051	-0.004
Si	4.0705	6.7822	28.475	0.0014	0.0015	0.0005
Si	9.5649	6.7854	28.4952	-0.0004	0.0011	0.0019
Si	1.2861	9.4749	28.625	0.0033	0.0013	-0.005
Si	6.8235	9.5354	28.5628	-0.0023	0.0012	-0.0042
Si	-0.0439	-0.0263	29.9384	-0.0011	0.0015	0.0035
Si	5.4482	-0.0229	29.8997	0	0.0002	0.0019
Si	2.7645	2.7118	29.9033	0.0016	-0.0032	0.0016
Si	8.2258	2.6599	29.9269	-0.0004	-0.0003	-0.0029
Si	-0.0105	5.439	29.8937	0.0005	0.0007	0.0016
Si	5.412	5.4858	29.9387	0	0	-0.0031
Si	2.7315	8.1429	29.9154	0.0014	-0.0027	0.0034
Si	8.2239	8.1799	29.8833	0.001	-0.0039	0.0006
Si	1.3667	1.3691	31.2587	-0.0005	-0.0006	-0.0004
Si	6.8024	1.3569	31.2781	-0.0014	0.0002	-0.0007
Si	4.1054	4.064	31.2974	0.0002	0.0004	0.0009
Si	9.5551	4.1002	31.271	0.0003	0.001	0.0014
Si	1.3538	6.8104	31.2812	-0.0002	0.0008	-0.0009
Si	6.8451	6.8506	31.2616	0.001	0.001	0.0014
Si	4.0809	9.5582	31.2688	-0.0006	-0.0004	-0.0008
Si	9.5519	9.5424	31.2983	0.0012	0.0004	0.0002
Si	2.7369	0.017	0.6877	0.0009	0.0001	0
Si	8.2046	0.0149	0.6815	0.0002	-0.0005	0.0009
Si	0.0103	2.7462	0.6881	0.0001	-0.0002	0.0004
Si	5.486	2.747	0.7318	0.0001	-0.0013	0.0013
Si	2.7382	5.4673	0.6889	-0.0004	0.0002	0.0008
Si	8.206	5.4936	0.6883	0.0006	0.0003	-0.0007
Si	0.0167	8.2118	0.7176	0.001	-0.0004	0.0013
Si	5.4732	8.2264	0.695	-0.0004	0.0003	0.0006
Si	4.0976	1.3829	2.0812	-0.0005	0	0.0004
Si	9.5991	1.3627	2.0453	0.0034	-0.001	-0.0018
Si	1.355	4.1452	2.0675	-0.0022	0.0007	-0.0002
Si	6.8432	4.1595	2.0672	-0.0022	0.0018	-0.0014
Si	4.0938	6.8558	2.0459	0.0002	0.0018	-0.0012
Si	9.5808	6.8503	2.0807	0.0008	0	0.0006
Si	1.3723	9.6214	2.0727	-0.002	0.0006	-0.0011
Si	6.8335	9.6311	2.0574	-0.0028	0.0003	-0.0009
Si	0.026	0.0443	3.4826	-0.0009	-0.0005	-0.0026
Si	5.4816	0.0435	3.4665	-0.0002	0.0008	-0.0009
Si	2.7119	2.7743	3.4139	0.0024	-0.0012	0.0014
Si	8.2606	2.7873	3.3506	-0.0018	-0.0007	0.0066
Si	0.0279	5.5224	3.4879	-0.0007	0.0003	-0.003
Si	5.4693	5.5372	3.4386	0.0012	-0.0016	0.0004
Si	2.74	8.246	3.4049	0.0007	-0.0007	0.002
Si	8.2405	8.2952	3.3934	0.0003	-0.0033	0.0026
Si	1.372	1.4629	4.8555	0.0014	0.0012	0.0004
Si	6.9098	1.4843	4.7334	0.0012	0.0029	-0.0013
Si	4.0568	4.1608	4.7633	0.0004	-0.0015	-0.0021
Si	9.603	4.0847	4.7922	-0.0008	-0.0016	-0.0014
Si	1.3671	6.9825	4.8494	0.0018	0.0016	-0.0003
Si	6.8366	7.0005	4.7378	0.002	0.0007	-0.0011
Si	4.0955	9.576	4.8003	-0.0003	-0.001	-0.0009
Si	9.6191	9.5862	4.8482	0.001	-0.0013	0.0006
Si	2.7563	0.041	6.1394	-0.0015	-0.0012	0.0004
Si	8.2941	0.1307	6.0958	-0.0011	0.0007	-0.0021
Si	0.017	2.8061	6.318	-0.0002	0.0003	-0.0011
Si	5.5112	2.8455	6.0722	0.0006	-0.0013	-0.0011
Si	2.7535	5.6	6.1419	-0.0022	0.0007	0.0001
Si	8.2541	5.6065	5.9573	-0.0005	0.0018	-0.0014
Si	0.0471	8.3143	6.3759	0	0.0017	-0.0013
Si	5.5006	8.3098	6.2332	-0.0005	0.0008	-0.0015
Si	4.4196	1.1904	7.3295	0.001	0.0003	0.0044
Si	9.8098	1.1571	7.6306	-0.0006	0.0004	0.0086
Si	1.1783	4.5135	7.5121	0.0025	0.0006	0.0067
Si	6.6431	4.5482	7.2485	0.0008	-0.0012	0.005
Si	4.3244	6.7108	7.5458	-0.0011	0.0011	0.009
Si	9.7258	6.6226	7.5053	-0.0002	0	0.0068
Si	1.2811	9.9485	7.7061	0.0015	-0.0006	0.0055
Si	6.7212	9.9769	7.4175	0.0012	-0.0012	0.0074
O	9.5837	1.2389	23.9706	-0.0006	0.0023	0.0018
O	4.1042	6.8047	23.9393	0.0035	-0.0043	-0.0016
O	4.0097	1.2317	24.0284	0.0014	0.0046	0.0083
O	9.5381	6.6984	23.9016	0.0003	0.0004	-0.0031
O	-0.0265	5.5574	8.0116	-0.0016	-0.0009	-0.0027
O	5.5694	0.1373	7.9077	-0.0011	0.0009	-0.0015
O	0.0723	0.0963	8.1428	0.0007	0.0002	-0.0027
O	5.5365	5.6189	7.8758	0.0002	-0.001	-0.0024
O	7.6108	3.9559	8.4196	-0.0018	0.0017	-0.0049
O	8.7194	7.0586	8.7549	0.0023	-0.0019	-0.0059
O	2.185	9.4633	9.0317	-0.0025	0.0019	-0.0061
O	8.8932	1.681	8.9262	0.0021	-0.002	-0.0065
O	7.6275	9.4855	8.7039	-0.002	0.0019	-0.0056
O	3.5921	1.8327	8.5863	0.0013	-0.0013	-0.0047
O	3.5793	7.2283	8.9417	0.0018	-0.0016	-0.0061
O	2.0677	4.0242	8.817	-0.0026	0.0018	-0.0056
O	8.1385	3.5095	23.3637	0.0028	-0.0035	0.0064
O	0.4504	4.9285	22.9484	-0.0018	0.0011	0.007
O	1.9019	2.753	23.2453	0.0038	-0.0036	0.0079
O	5.8295	4.9044	23.1056	-0.0015	0.0019	0.0045
O	5.535	9.9757	23.5097	-0.0038	0.0049	0.0076
O	2.448	8.7012	23.0179	0.002	-0.0011	0.0062
O	0.1929	10.0606	23.0811	-0.0029	0.0028	0.0055
O	7.7798	8.5614	23.0677	0.0005	-0.0017	0.0028
Si	8.6599	7.6993	18.4341	0.0005	0	-0.0066
Si	8.7874	6.3646	13.6325	-0.0002	0.0001	0.004
Si	3.7961	1.5436	14.738	-0.0004	0.0003	0.0014
Si	2.1414	5.7507	17.62	-0.0002	-0.0003	-0.0051
Si	2.4226	3.144	19.4782	-0.0003	0	-0.0071
Si	9.8173	9.0374	12.0829	-0.0001	-0.0003	0.0059
Si	1.3344	9.4217	22.0585	0.0007	-0.0002	-0.0048
Si	9.1752	0.9714	13.1944	0.0001	0.0002	0.005
Si	1.4232	5.0596	13.0281	0.0004	0.0002	0.0052
Si	1.7951	8.2586	12.8186	0.0006	-0.0001	0.005
Si	6.6476	9.5448	22.4097	-0.0014	0.0012	-0.0049
Si	4.5303	4.6045	15.7061	0.0003	0.0006	-0.001
Si	8.2131	3.0265	9.59	-0.0001	0.0004	0.0063
Si	0.8437	8.2434	19.2513	0.0002	0.0005	-0.0064
Si	6.9544	1.3435	21.0832	0.0009	0.0004	-0.0069
Si	8.2296	8.3245	9.6806	-0.001	0.0001	0.0059
Si	10.8895	5.2096	15.6057	0.0005	-0.0001	-0.0009
Si	7.5721	9.5058	16.3139	-0.0001	-0.0004	-0.0023
Si	9.9355	2.0547	20.2876	-0.0012	-0.0005	-0.0071
Si	3.2191	8.5173	9.9203	0.0005	-0.0003	0.0059
Si	6.699	3.3436	17.3991	-0.0004	-0.0004	-0.005
Si	1.1696	0.2108	19.7904	0.0005	-0.0003	-0.007
Si	3.2357	2.8203	12.3044	0.0002	0.0002	0.0061
Si	7.2205	5.3902	19.6684	0.0003	-0.0011	-0.0072
Si	5.7488	8.6783	11.5499	0.0008	-0.0003	0.0059
Si	5.7874	6.0806	13.2021	-0.0001	-0.0001	0.0045
Si	4.6351	9.7027	17.617	-0.0004	0.0008	-0.0048
Si	1.0249	3.5961	22.1565	0.0002	0.0003	-0.006
Si	4.9007	1.48	18.7915	0.0002	-0.0002	-0.0071
Si	3.1958	3.0905	9.5256	0.0001	0.0006	0.0059
Si	6.4538	10.8298	13.7908	0	-0.0004	0.003
Si	10.3529	0.1204	15.9676	0.0007	0.0006	-0.0018
Si	5.6625	3.6647	11.1596	0.0005	0	0.0061
Si	9.8457	3.906	11.9063	-0.0002	-0.0001	0.0061
Si	2.3451	9.927	15.5428	0.0002	-0.0002	-0.0011
Si	6.0745	8.1138	19.7884	0	0.0006	-0.0077
Si	6.9378	3.9699	22.3553	0.0009	-0.0013	-0.0055
Si	9.7578	2.7787	17.3577	0.0001	0	-0.0041
O	7.1973	6.3844	13.9747	0.0003	0.0001	-0.0015
O	1.8858	7.058	18.6764	0.0002	-0.0005	0.0036
O	10.2919	4.0441	16.5303	0.0003	0.0001	0.0018
O	6.169	9.9603	17.055	0.0003	-0.0004	0.0019
O	10.1493	0.7089	14.4661	0.0002	-0.0003	-0.0008
O	8.4477	6.1152	18.8481	0.0004	0.0003	0.0037
O	5.1743	0.6936	14.4353	0.0002	-0.0001	-0.0008
O	5.7219	2.0499	17.5145	0.0005	0.0003	0.0025
O	8.3546	1.9399	20.5661	0.0009	-0.0003	0.0039
O	1.9942	4.3017	18.3999	0	0.0006	0.0028
O	6.9651	2.8125	10.6384	-0.0005	0	-0.0032
O	4.8716	2.7131	12.2199	-0.0003	-0.0004	-0.0028
O	6.0328	4.3954	16.3459	0.0003	0.0001	0.0015
O	4.5675	3.9214	9.935	0.0001	-0.0001	-0.0033
O	10.6924	2.7695	21.5537	-0.0007	-0.0008	0.0036
O	9.7235	6.1663	14.9689	0.0003	-0.0001	0
O	6.0076	6.4779	19.8355	0.0004	0.0003	0.0045
O	4.0833	0.1653	18.2832	0.0004	-0.0009	0.0033
O	9.259	10.5593	12.2705	0.0002	0	-0.0035
O	2.8558	4.3639	12.7085	-0.0004	0	-0.0028
O	1.913	10.7092	21.2057	-0.0002	0.0004	0.0028
O	3.9988	2.718	19.3805	0.0002	-0.0001	0.004
O	0.7319	10.0445	15.9608	-0.0001	0	0.001
O	1.2809	9.802	18.8329	0.0002	-0.0004	0.0039
O	1.7115	1.6678	19.2678	0.0001	0.0004	0.0039
O	8.9438	10.3945	16.4993	0	-0.0002	0.0016
O	4.873	8.5768	18.7854	-0.0002	0	0.0036
O	9.58	8.7564	10.4869	0.0004	0.0002	-0.0028
O	6.7535	4.0747	18.8543	0	-0.0005	0.0036
O	2.8424	1.723	13.4111	0	-0.0002	-0.0022
O	5.8202	8.7605	21.2596	0.0005	-0.0008	0.0031
O	2.5437	2.452	10.8787	0	0	-0.0025
O	7.6204	4.8491	21.1634	-0.0001	0.0008	0.0024
O	5.2109	7.4869	12.5566	0	-0.0004	-0.0026
O	0.4348	9.074	12.5005	0.0005	0	-0.0034
O	7.5836	1.0669	13.5739	0	0.0001	-0.0022
O	7.1121	9.6427	14.7435	0.0002	0.0001	-0.0004
O	8.9799	5.0371	12.6961	-0.0002	0.0003	-0.0028
O	8.0932	8.0419	16.9103	-0.0001	0.0005	0.0014
O	6.2208	2.5635	21.9093	0.0003	-0.0007	0.0034
O	2.4625	9.0732	14.1076	0.0001	0.0002	-0.001
O	0.4285	4.4967	11.8612	0.0002	0	-0.0034
O	0.819	8.3136	20.9297	0.0002	0.0001	0.0027
O	9.3923	3.8403	10.3467	0.0003	-0.0001	-0.0031
O	9.6589	2.391	12.5266	0	-0.0002	-0.0027
O	7.6216	8.5562	19.3971	-0.0003	-0.0004	0.0044
O	2.5519	8.174	11.3672	-0.0011	0.0002	-0.0023
O	3.9793	3.0632	15.379	-0.0001	-0.0004	0
O	0.8322	4.4909	14.4372	-0.0003	-0.0001	-0.0007
O	10.0481	2.9978	18.9549	0	0.0004	0.0025
O	9.1451	7.8102	12.9448	0	-0.0001	-0.0025
O	10.517	0.5339	20.0751	-0.0003	0.0003	0.0039
O	6.031	5.0522	11.9328	0.0001	0.0008	-0.0028
O	8.1579	2.7415	17.0065	-0.0002	-0.0001	0.0023
O	3.5405	5.4839	16.7288	0.0007	-0.0003	0.0014
O	4.6708	9.1365	10.3835	-0.0001	-0.0004	-0.0035
O	1.5337	6.6803	13.1832	0	0.0001	-0.0026
O	4.7623	5.4952	14.3434	0.0001	-0.0001	-0.0009
O	2.0574	3.8514	20.9174	0.0007	-0.0006	0.0029
O	10.5563	1.4132	16.9483	0.0001	-0.0003	0.0021
O	0.9505	6.0763	16.5509	-0.0004	0	0.0015
O	7.3325	10.9448	21.937	0	0	0.0032
O	5.9356	0.9105	19.9122	-0.0006	-0.0006	0.0031
O	6.0682	10.0388	12.405	0.0004	0.0009	-0.0022
O	2.8509	0.5485	15.6077	0	0	0.0004
O	7.0527	8.0234	10.7777	-0.0008	0.0003	-0.0034
O	10.2446	8.0173	18.6896	-0.0009	-0.0005	0.0036
O	3.4462	9.1966	16.5747	-0.0001	-0.0002	0.0015

Results
free energy: -141734.092 eV
free energy less fixed offsets of As -4856.12, O -568.88, Si -635.61 eV per atom: -4.882 eV

The program warned: the cutoff lies below the one the program advises for these potential files; the exchange-correlation potential is rough where the density is thin.
